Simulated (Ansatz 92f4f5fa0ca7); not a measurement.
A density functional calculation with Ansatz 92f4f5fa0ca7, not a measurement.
Periodic cell of 237 atoms, Si146O90B1, from a study of silicon, its oxide and their interface. The atomic structure is a simulated model.
Doubt: the cutoff is far below the 930 eV that the study's wrapper takes by default for these files, so forces and energies are approximate.
This geometry differs little from another in the collection (a relaxation step or a small displacement).

Settings
functional: PBE
potential files: Ansatz PAW
basis: plane waves
wave-function cutoff: 580 eV
density cutoff ratio: 5
exchange-correlation grid ratio: 1
k mesh: 1 x 1 x 1, Gamma-centred
self-consistency stop: 5e-08 eV per atom in the density residual
occupations: fixed
spin: none
net charge: -1 e, with a uniform compensating background and no finite-size correction

Cell vectors (angstrom)
a, 11.6015, 0, 0
b, 0, 10.938, 0
c, 0, 0, 32.0622

Atoms: element, x, y, z (angstrom)
Si, -0.1965, -0.0617, 23.2936
Si, 3.6658, 0.2035, 23.1173
Si, 7.5492, -0.135, 23.4665
Si, 1.685, 1.3829, 23.4302
Si, 5.7314, 1.4068, 23.2075
Si, 9.4391, 1.2294, 23.3765
Si, 0.1589, 5.3146, 23.4786
Si, 4.1234, 5.2923, 23.4152
Si, 8.033, 5.6057, 23.5734
Si, 2.1598, 6.5798, 23.3928
Si, 5.9685, 6.7663, 23.5005
Si, 10.0069, 6.8688, 23.6255
Si, 1.902, 2.6654, 25.4039
Si, 5.8311, 2.6533, 25.2746
Si, 9.6294, 2.6835, 25.283
Si, 11.5955, 4.0085, 25.4073
Si, 3.8936, 3.9738, 25.3469
Si, 7.7431, 4.0917, 25.3713
Si, 1.972, 8.1515, 25.2166
Si, 5.7734, 8.1695, 25.3834
Si, 9.7112, 8.2651, 25.4596
Si, 11.6379, 9.5665, 25.2856
Si, 3.8633, 9.5913, 25.0898
Si, 7.6896, 9.5228, 25.4308
Si, 11.6475, -0.0135, 27.2375
Si, 3.8996, -0.0557, 27.1444
Si, 7.758, -0.0226, 27.3182
Si, 1.983, 1.3131, 27.3077
Si, 5.8288, 1.3207, 27.227
Si, 9.6931, 1.3311, 27.2343
Si, 11.5889, 5.4722, 27.2646
Si, 3.8452, 5.4243, 27.2435
Si, 7.7126, 5.4651, 27.2952
Si, 1.9349, 6.8278, 27.2105
Si, 5.7593, 6.8039, 27.3
Si, 9.6531, 6.8238, 27.3223
Si, 1.9424, 2.7216, 29.2119
Si, 5.7931, 2.7219, 29.154
Si, 9.6787, 2.7269, 29.1705
Si, 0.0113, 4.0986, 29.1921
Si, 3.8619, 4.0938, 29.1995
Si, 7.7322, 4.0869, 29.2108
Si, 1.9383, 8.1843, 29.1749
Si, 5.7946, 8.1841, 29.2188
Si, 9.6687, 8.1917, 29.2495
Si, 0.005, 9.5562, 29.1824
Si, 3.8706, 9.5579, 29.14
Si, 7.7333, 9.5518, 29.2417
Si, 0.0013, -0.0003, 31.1243
Si, 3.8556, 0.0042, 31.0955
Si, 7.7279, 0.0189, 31.1486
Si, 1.9269, 1.3747, 31.1483
Si, 5.7857, 1.3759, 31.0994
Si, 9.6736, 1.3726, 31.1246
Si, 0.0108, 5.4669, 31.1301
Si, 3.8633, 5.4731, 31.1345
Si, 7.7378, 5.4539, 31.1566
Si, 1.936, 6.8453, 31.148
Si, 5.8018, 6.8255, 31.1493
Si, 9.6746, 6.8219, 31.1759
Si, 1.9269, 2.7531, 1.0224
Si, 5.7705, 2.746, 0.9744
Si, 9.6863, 2.735, 1.0159
Si, 0.0022, 4.1363, 1.0177
Si, 3.846, 4.1403, 1.0274
Si, 7.7346, 4.0875, 1.0316
Si, 1.9266, 8.2024, 1.0518
Si, 5.7865, 8.2285, 0.9932
Si, 9.6697, 8.2233, 1.0319
Si, 0.0045, 9.5899, 1.0148
Si, 3.8452, 9.5904, 0.9937
Si, 7.7321, 9.5749, 1.0071
Si, 11.6285, -0.0272, 2.9942
Si, 3.8281, -0.0343, 2.9876
Si, 7.7348, 0.0214, 2.9214
Si, 1.929, 1.3795, 2.9474
Si, 5.7822, 1.3325, 2.8656
Si, 9.6808, 1.3472, 2.949
Si, 11.6136, 5.5675, 2.9171
Si, 3.8271, 5.559, 2.9477
Si, 7.7313, 5.5198, 2.9315
Si, 1.9122, 6.9902, 3.1161
Si, 5.7984, 6.862, 2.9143
Si, 9.6601, 6.8933, 2.9918
Si, 1.9038, 2.8341, 4.8282
Si, 5.8227, 2.733, 4.7411
Si, 9.597, 2.8002, 4.8193
Si, 11.5341, 4.1434, 4.7847
Si, 3.9066, 4.1126, 4.8184
Si, 7.7093, 4.1969, 4.8815
B, 1.9002, 8.1571, 4.8307
Si, 5.7385, 8.2817, 4.7954
Si, 9.6973, 8.3244, 4.9132
Si, 11.8308, 9.4499, 4.8862
Si, 3.6095, 9.3277, 4.8144
Si, 7.7135, 9.6701, 4.8987
Si, 11.6181, 0.1428, 6.6964
Si, 3.7406, -0.0904, 6.6013
Si, 7.715, 0.0731, 6.9052
Si, 2.0402, 1.4784, 6.746
Si, 5.6956, 1.2661, 6.5936
Si, 9.6901, 1.4954, 6.7798
Si, 11.5679, 5.5526, 6.664
Si, 3.912, 5.4851, 6.7496
Si, 7.7234, 5.6656, 6.8135
Si, 1.9609, 6.8389, 6.4474
Si, 5.7955, 6.9645, 6.7281
Si, 9.7412, 7.0196, 6.8973
O, 9.9664, 7.9557, 8.2962
O, 7.6556, 9.9468, 8.2192
O, 7.3743, 4.7276, 8.1553
O, 3.3933, 10.3807, 8.1921
O, 1.9943, 7.6361, 7.9204
O, 3.9177, 4.5962, 8.1946
O, 9.907, 2.4478, 8.1487
O, 2.5807, 2.3129, 8.1242
O, 11.4756, 4.636, 8.0631
O, 5.3113, 2.3569, 7.7882
O, 5.8238, 7.9647, 8.0798
O, 11.2557, 10.3228, 8.1282
O, 11.2789, 10.0811, 21.8144
O, 3.2257, 10.7225, 21.532
O, 5.7905, 7.7554, 22.1656
O, 4.2203, 4.4509, 21.9563
O, 7.6774, 9.6886, 22.2014
O, 10.3014, 7.6711, 22.1984
O, 1.6153, 2.4035, 22.1162
O, 5.943, 2.4369, 21.8911
O, 8.4419, 4.7089, 22.2281
O, -0.0671, 4.4576, 22.0465
O, 2.3464, 7.3501, 21.9364
O, 9.1219, 1.875, 21.8719
Si, 1.8925, 7.8054, 9.5081
Si, 5.0397, 0.5684, 17.6849
Si, 2.4928, 5.4266, 13.9595
Si, 10.5646, 3.8612, 14.0202
Si, 8.2712, 2.3991, 15.2414
Si, 9.5441, 2.2496, 20.3506
Si, 10.5792, 3.6699, 9.0126
Si, 0.0468, 2.3209, 11.5317
Si, 11.04, 8.1279, 15.3659
Si, 5.1702, 6.9354, 13.9624
Si, 5.7548, 2.6271, 11.0815
Si, 8.5824, 7.678, 19.3965
Si, 8.116, 4.8539, 20.6451
Si, 5.9252, 9.591, 15.1871
Si, 2.1078, 7.627, 20.3571
Si, 1.9238, 4.8912, 18.7788
Si, 4.5022, 3.4398, 18.0184
Si, 8.5197, 8.9281, 16.8079
Si, 0.8325, 9.4808, 13.2646
Si, 9.9147, 10.6605, 11.6929
Si, 5.3503, 3.7064, 21.0292
Si, 0.5994, 5.5227, 16.2259
Si, 10.7543, 9.1458, 9.1141
Si, 6.5676, 8.894, 21.3011
Si, 7.1436, 7.1017, 11.4669
Si, 2.6844, 0.7311, 12.1921
Si, 10.8852, 8.6778, 21.0648
Si, 6.0251, 4.3271, 15.6195
Si, 7.085, 0.5039, 12.9514
Si, 4.0189, 2.9933, 8.5537
Si, 0.8841, 6.7518, 11.819
Si, 6.575, 9.037, 9.0577
Si, 0.6649, 3.2941, 21.1512
Si, 9.8154, 6.5093, 12.8573
Si, 7.746, 4.5226, 9.7204
Si, 3.9805, 10.069, 20.2277
Si, 4.2681, 3.0369, 13.5021
Si, 3.8572, 10.0093, 9.7072
Si, 8.066, 0.7878, 18.0211
O, 11.5112, 3.2115, 12.883
O, 9.3714, 4.4547, 9.8089
O, 8.8054, 3.6148, 19.8712
O, 4.0436, -0.0752, 18.8091
O, 11.3307, 4.5417, 15.2795
O, 9.8416, 9.7853, 10.3156
O, 3.7689, 1.5313, 13.1241
O, 0.6611, 9.0611, 14.8359
O, 6.4814, 0.953, 18.3751
O, 4.7667, 3.1704, 19.6106
O, 6.2422, 1.1879, 11.7246
O, 0.5234, 8.6393, 9.8342
O, 5.6444, 4.3111, 17.2193
O, 8.4562, 7.2233, 12.4011
O, 4.4111, 2.6789, 10.1253
O, 2.0729, 5.6497, 15.5207
O, 3.392, 0.0595, 10.9025
O, 5.9077, 7.2048, 12.5295
O, 2.294, 6.3533, 19.3754
O, 0.6698, 4.9352, 17.7412
O, 8.4237, 10.7176, 12.3582
O, 5.4775, 10.0432, 9.7106
O, 0.5893, 8.1811, 20.227
O, 9.7632, 2.6167, 14.6754
O, 2.0082, 10.5875, 13.1998
O, 9.9506, 9.0884, 16.0721
O, 6.1626, 10.3622, 13.7662
O, 7.4549, 1.611, 14.0868
O, 1.631, 3.9204, 20.0275
O, 5.8877, 5.7948, 14.9117
O, 7.3389, 8.9483, 15.7014
O, 1.5214, 1.6712, 11.5868
O, 7.2162, 8.2753, 10.3472
O, 4.3292, 1.9827, 17.2897
O, 7.0619, 3.1544, 10.2738
O, 11.5651, 7.0102, 16.4173
O, 8.332, 10.1547, 17.8244
O, 3.2392, 8.5408, 10.0514
O, 7.5767, 3.8511, 15.5
O, 3.1471, 4.3063, 17.9013
O, 2.9112, 3.8971, 13.6563
O, 1.3297, 8.2036, 12.4057
O, 1.227, 5.6787, 12.9849
O, 4.9869, 8.3072, 14.8355
O, 11.1662, 2.396, 20.344
O, 10.9799, 10.0029, 12.7393
O, 5.3055, 3.5734, 12.3499
O, 5.0723, 3.2003, 14.9078
O, 6.4852, 4.8043, 20.5725
O, 8.3874, 1.5831, 16.6419
O, 10.4257, 1.2442, 11.4141
O, 10.873, 6.6138, 11.6154
O, 3.2402, 8.6765, 19.8599
O, 1.7029, 6.456, 10.4351
O, 7.1663, 8.2149, 19.9676
O, 8.5078, 7.5963, 17.7633
O, 3.6802, 6.4443, 13.5726
O, 9.5743, 4.9596, 13.3149
O, 5.5096, 9.9826, 20.7613
O, 10.3629, 7.348, 14.1237
O, 8.7734, 6.1728, 19.9731
O, 7.1348, 5.6903, 10.6695
O, 5.26, 10.5406, 16.3646
O, 9.0499, 1.1663, 19.253
O, 11.6092, 3.1916, 10.17
O, 9.7424, 8.7134, 19.9014

Results
free energy: -144146.898 eV
free energy less fixed offsets of B -154.04, O -568.88, Si -635.61 eV per atom: 5.402 eV

Forces (eV/angstrom), in the order of the atoms: element, x, y, z
Si, 0.0005, -0.0002, 0.004
Si, -0.0003, 0.0004, 0.0046
Si, -0.0008, 0.001, 0.0019
Si, -0.0003, -0.0008, 0.0025
Si, -0.0007, -0.0013, 0.0032
Si, -0.0001, 0.0002, 0.003
Si, 0.0004, 0.0023, 0.0006
Si, -0.0008, 0.0015, 0.0033
Si, -0.0003, 0.0007, 0.0028
Si, 0.0006, -0.001, 0.0026
Si, 0.0003, -0.0009, 0.0013
Si, -0.0004, 0.0002, 0.0029
Si, 0, 0.0001, -0.0009
Si, 0.0001, -0.0006, -0.001
Si, -0.0003, -0.0008, -0.0001
Si, -0.0004, 0.0005, 0.0004
Si, 0.0002, 0.0003, 0
Si, 0.0003, 0.0002, 0.0002
Si, -0.0007, -0.0002, -0.0003
Si, -0.0003, -0.0009, -0.0006
Si, 0.0002, -0.0007, -0.0002
Si, 0.0001, 0.0015, -0.0006
Si, 0.0002, 0.0011, -0.0004
Si, 0.0001, -0.0004, -0.0007
Si, -0.0004, -0.0005, -0.0004
Si, 0, 0.0003, -0.0012
Si, 0.0003, -0.0004, 0
Si, -0.0004, 0.0005, 0.0011
Si, -0.0003, -0.0005, 0.0003
Si, 0.0001, -0.0003, 0.0003
Si, -0.0003, 0.0001, 0.0004
Si, 0, 0.0002, 0.0008
Si, -0.0003, -0.0005, 0.0008
Si, -0.0003, 0.0004, -0.0011
Si, -0.0002, 0.0004, -0.0003
Si, -0.0003, 0.0006, -0.0001
Si, -0.0015, 0, -0.0001
Si, 0.0005, 0.0004, 0.0011
Si, -0.0011, -0.0003, 0.0013
Si, 0, -0.0001, -0.0006
Si, 0.001, 0.0013, 0
Si, 0.0003, 0.0002, -0.001
Si, -0.0003, -0.002, 0.0001
Si, 0.0008, -0.0011, -0.0021
Si, 0.0007, -0.0018, -0.0016
Si, 0.0003, 0.0021, 0.0014
Si, -0.0013, 0.0021, 0.0026
Si, -0.0007, 0.0006, -0.0012
Si, -0.0011, -0.0021, 0.0017
Si, 0.0008, -0.0022, 0.001
Si, -0.0002, 0.0014, 0.002
Si, 0.0001, 0.0004, 0.0003
Si, -0.0012, 0.0001, -0.0014
Si, 0.0012, 0.0013, -0.002
Si, 0.0009, -0.0008, -0.0016
Si, -0.0014, -0.0018, -0.0004
Si, 0.0003, -0.0009, -0.0011
Si, 0.0003, 0.0031, -0.0003
Si, 0.0004, 0.0002, 0.0015
Si, -0.001, 0.0006, 0.0017
Si, -0.0003, 0.0001, -0.0023
Si, 0.0012, -0.0009, 0.0019
Si, -0.0017, -0.0016, 0.0009
Si, 0.0013, 0.0012, 0.0013
Si, 0.0004, 0.0013, 0.0011
Si, -0.0007, -0.0004, 0.0008
Si, -0.0006, -0.0056, 0.0045
Si, -0.0021, 0.0011, 0.0021
Si, 0.003, 0.0011, 0.0007
Si, -0.0004, 0.001, -0.0004
Si, 0.0002, 0.0008, -0.0011
Si, -0.0012, -0.0018, -0.0002
Si, -0.0015, -0.0044, -0.001
Si, 0.0012, -0.0028, 0.0008
Si, -0.0003, 0.0012, 0.001
Si, -0.0012, 0.0009, 0.0011
Si, 0.0028, 0.0013, -0.0007
Si, -0.0008, 0.0013, -0.0008
Si, -0.0037, -0.0024, 0.0014
Si, -0.0005, -0.002, -0.0002
Si, 0.0003, -0.0004, 0.0013
Si, 0.0028, 0.0285, 0.0177
Si, 0.0017, 0.0018, -0.0013
Si, 0.0005, -0.0008, -0.0004
Si, -0.0003, 0.0039, 0.0021
Si, 0.0005, 0.0025, 0.0014
Si, -0.0022, 0.0015, 0.0044
Si, -0.0013, -0.0025, -0.0022
Si, -0.0007, -0.0026, -0.0005
Si, -0.0009, -0.0023, -0.0025
B, -0.0094, -0.0738, -0.0181
Si, 0.0024, -0.0122, 0.0047
Si, 0.0018, -0.0095, 0.0026
Si, -0.0073, 0.0179, -0.001
Si, 0.0177, 0.0203, -0.0034
Si, -0.0024, 0.0063, -0.002
Si, -0.0019, 0.0074, -0.0019
Si, 0.0061, 0.0082, -0.004
Si, 0.0021, 0.0062, -0.0029
Si, -0.0022, -0.0045, -0.0054
Si, -0.0018, -0.004, -0.0044
Si, 0.0035, -0.0012, -0.0084
Si, -0.0086, -0.0089, -0.0049
Si, 0.0051, -0.0028, -0.0038
Si, 0.0019, -0.0036, -0.0047
Si, 0.0046, 0.0258, -0.0077
Si, -0.003, 0.0021, -0.0069
Si, 0.003, 0.0031, -0.0049
O, 0.0002, 0.0027, 0.0059
O, -0.0022, -0.0044, 0.0043
O, 0.0001, -0.0004, 0.0068
O, 0.0011, -0.0038, 0.0116
O, -0.0017, 0.0023, 0.0123
O, 0.0001, -0.0015, 0.0039
O, 0.0023, 0.0056, 0.0084
O, 0.0025, 0.0034, 0.0056
O, 0.0003, -0.0011, 0.0057
O, -0.0004, 0.0021, 0.0053
O, 0.0014, 0.0043, 0.0058
O, -0.0046, -0.0078, 0.009
O, -0.0005, -0.002, -0.0039
O, 0.0002, -0.0011, -0.0054
O, 0.0026, 0.0036, -0.0054
O, 0.0015, -0.0018, -0.0041
O, -0.0013, -0.0018, -0.0029
O, -0.0004, 0.0023, -0.0042
O, -0.001, 0.0024, -0.0035
O, -0.0001, 0.003, -0.0039
O, -0.0004, -0.0012, -0.0051
O, 0.0011, -0.0013, -0.0036
O, -0.0004, 0.0007, -0.0055
O, -0.0001, 0.0022, -0.0053
Si, 0.0004, 0.001, -0.0148
Si, 0, 0.0006, 0.0015
Si, -0.0009, 0.0001, -0.0037
Si, 0.0011, -0.0001, -0.0045
Si, -0.0005, -0.0012, -0.0016
Si, 0.0001, 0.0006, 0.0063
Si, 0.0003, -0.0022, -0.0105
Si, -0.0005, 0, -0.0063
Si, -0.0008, -0.0002, -0.0028
Si, 0.0009, -0.0003, -0.0043
Si, -0.0007, 0.0007, -0.006
Si, 0, -0.0003, 0.004
Si, 0.0001, 0.0003, 0.006
Si, 0.0001, 0.0004, -0.0019
Si, -0.0018, 0.0006, 0.0061
Si, 0.0004, 0.0002, 0.0037
Si, -0.0003, 0.0001, 0.0026
Si, 0, 0.0011, 0.0014
Si, 0.0005, 0.0008, -0.0046
Si, 0.0004, -0.0013, -0.0059
Si, 0.0002, 0.0003, 0.0063
Si, 0.0001, -0.0005, -0.0012
Si, 0.0019, 0.0023, -0.0114
Si, -0.0004, -0.0021, 0.0053
Si, 0.0007, 0.0004, -0.006
Si, 0.0007, -0.0013, -0.0057
Si, 0.0009, 0, 0.0062
Si, -0.0005, -0.0003, -0.0014
Si, 0.0012, 0, -0.0048
Si, -0.0031, -0.0013, -0.01
Si, 0.0024, 0.001, -0.0056
Si, -0.0001, 0.0014, -0.0078
Si, -0.0006, 0.0004, 0.0055
Si, -0.0019, 0.002, -0.0034
Si, 0.0003, -0.0002, -0.0068
Si, -0.0005, -0.0005, 0.0057
Si, 0.0009, 0, -0.0036
Si, -0.0002, -0.0003, -0.0109
Si, 0.0003, -0.0016, 0.0005
O, -0.0008, 0.0008, 0.0042
O, -0.0017, 0.0009, 0.0029
O, 0, -0.0001, -0.0013
O, 0.0002, 0.0007, -0.0017
O, 0, -0.0003, 0.0018
O, -0.0014, 0.0016, 0.0058
O, 0.0001, 0.001, 0.0021
O, -0.0001, -0.0008, 0.0022
O, 0.0022, -0.0021, -0.0015
O, -0.001, -0.0005, -0.0034
O, 0.0006, -0.0005, 0.0022
O, 0.0013, -0.0016, 0.0033
O, 0.0005, 0.0003, -0.0007
O, 0.0026, -0.0019, 0.0028
O, 0.0027, -0.0001, 0.0059
O, -0.0008, -0.0002, 0.001
O, -0.0007, 0.002, 0.0047
O, -0.0012, -0.0003, 0.0033
O, -0.0004, -0.0004, -0.0015
O, -0.0004, -0.0003, -0.0013
O, -0.0012, 0.0008, 0.0021
O, -0.0003, -0.0005, 0.0028
O, 0.001, -0.0011, -0.0016
O, -0.0006, -0.0001, 0.0008
O, -0.0004, -0.0005, 0.0016
O, -0.0019, -0.0005, 0.0006
O, -0.0004, -0.0006, 0.0019
O, -0.0001, 0.0003, 0.0022
O, 0.0007, 0.0009, -0.0028
O, -0.0006, 0, 0.0013
O, 0.0006, 0.0004, 0.002
O, 0.0004, -0.0009, 0.0018
O, 0.0008, -0.0025, 0.0048
O, 0.0001, -0.0004, -0.0004
O, -0.0007, -0.0009, 0.0024
O, 0.0001, -0.0005, 0.0001
O, 0.0013, 0.002, -0.0034
O, 0.0005, -0.0006, 0.003
O, -0.0006, 0.0001, 0.0001
O, 0.0006, -0.0002, -0.0005
O, 0.001, -0.0003, 0.0005
O, -0.0005, -0.001, 0.001
O, 0.0006, 0, 0.0016
O, -0.0004, 0.0005, 0.0011
O, -0.0009, -0.0003, -0.0019
O, 0.0008, -0.0003, 0.0026
O, -0.0008, -0.0003, 0.004
O, -0.0005, 0.0004, 0.0008
O, -0.0005, -0.0003, -0.0021
O, -0.0009, 0.0004, 0.0013
O, 0, 0.0002, 0.0016
O, -0.0012, 0.0001, 0.002
O, -0.0004, 0.0002, -0.0016
O, -0.0013, -0.0005, 0.0035
O, -0.0006, 0.0014, -0.0011
O, -0.0003, 0.0011, -0.0021
O, -0.0002, -0.0001, 0.0014
O, 0.0007, -0.0008, 0.0011
O, -0.0018, -0.0006, -0.0014
O, 0.0008, -0.0009, 0.0002
O, -0.0007, 0.002, -0.0017
O, 0.0004, 0.0017, 0.0029
O, 0.0002, -0.0004, -0.0002
O, -0.0021, -0.0012, -0.0031
O, 0.0014, -0.0008, 0.0045
O, -0.0014, -0.0002, -0.0019

The program warned: the cutoff lies below the one the program advises for these potential files; the exchange-correlation potential is rough where the density is thin.
